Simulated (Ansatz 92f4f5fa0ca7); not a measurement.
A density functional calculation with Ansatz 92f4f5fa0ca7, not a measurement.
Periodic cell of 224 atoms, Si132O90As1H1, from a study of silicon, its oxide and their interface. The atomic structure is a simulated model.
Doubt: the cutoff is far below the 930 eV that the study's wrapper takes by default for these files, so forces and energies are approximate.
This geometry differs little from another in the collection (a relaxation step or a small displacement).

Settings: functional PBE; potential files Ansatz PAW; basis plane waves; wave-function cutoff 580 eV; density cutoff ratio 5; exchange-correlation grid ratio 1; k mesh 1 x 1 x 1, Gamma-centred; self-consistency stop 5e-08 eV per atom in the density residual; occupations fixed; spin none; net charge 0.

Cell vectors (angstrom)
a, 10.938, 0, 0
b, 0, 10.938, 0
c, 0, 0, 33.2978

Atoms and the computed forces on them: element, x, y, z (angstrom), force x, y, z (eV/angstrom)
Si, 0.4387, -0.3432, 25.9581, 0.001, -0.0009, -0.0082
Si, 5.3315, 0.3138, 25.7652, 0.0034, -0.0028, 0.0039
Si, 2.95, 2.4067, 25.7627, 0.0005, -0.0012, -0.0073
Si, 7.9467, 3.0322, 26.0391, 0.0001, 0.0012, 0.0011
Si, -0.2779, 5.6226, 25.742, -0.0011, -0.0004, 0.0068
Si, 5.8455, 5.3282, 25.8429, 0.0032, -0.0001, 0.0005
Si, 2.609, 8.32, 25.7088, 0.0013, -0.0024, 0.0013
Si, 8.5701, 8.0097, 25.7757, 0.0018, -0.0028, -0.0022
Si, 1.5059, 1.2934, 27.2461, -0.0021, 0.0012, 0.0034
Si, 6.7888, 1.4083, 27.2483, -0.0013, 0.0007, -0.0016
Si, 4.1126, 4.1209, 26.9955, -0.0005, 0.0014, 0.0024
Si, 9.593, 4.1474, 27.2422, -0.0021, 0.0018, -0.0002
Si, 1.3788, 6.7829, 27.0395, -0.0016, 0.0022, -0.0008
Si, 6.9724, 6.8764, 27.166, 0.0004, -0.0028, 0.0039
Si, 4.188, 9.5439, 27.0185, 0.0008, 0.0009, -0.0014
Si, 9.6761, 9.5286, 27.1823, -0.0011, -0.0009, 0.0032
Si, 2.8438, -0.092, 28.5445, -0.0002, -0.0004, 0.002
Si, 8.2261, -0.0181, 28.4961, -0.0004, 0.0008, 0.0006
Si, 0.0426, 2.6983, 28.5096, -0.0003, 0.0008, 0.0001
Si, 5.4067, 2.7868, 28.5307, 0.0029, 0.0008, 0.0015
Si, 2.7458, 5.4431, 28.4441, -0.0004, 0.0001, 0.0001
Si, 8.2283, 5.4849, 28.585, -0.0011, -0.0005, -0.0026
Si, 0.0568, 8.1369, 28.5257, 0.0003, -0.0024, -0.0006
Si, 5.5057, 8.1979, 28.4722, 0.0004, -0.0003, -0.0007
Si, 4.1018, 1.3673, 29.8796, 0.0878, -0.0189, 0.2945
Si, 9.5708, 1.3673, 29.8796, 0.0469, -0.0679, -0.1085
Si, 1.3673, 4.1018, 29.8796, 0.1799, -0.0136, -0.192
Si, 6.8362, 4.1018, 29.8796, -0.2026, 0.0827, 0.196
Si, 4.1018, 6.8362, 29.8796, 0.0123, -0.0523, -0.49
Si, 9.5708, 6.8362, 29.8796, 0.312, 0.0941, 0.5327
Si, 1.3673, 9.5708, 29.8796, 0.2501, -0.3083, 0.091
Si, 6.8362, 9.5708, 29.8796, 0.0604, -0.0132, -0.1315
Si, 0, 0, 31.2468, 0.0004, 0.0242, -0.0369
Si, 5.469, 0, 31.2468, 0.0677, 0.1765, -0.003
Si, 2.7345, 2.7345, 31.2468, -0.0528, -0.079, -0.0089
Si, 8.2035, 2.7345, 31.2468, -0.053, 0.0109, -0.0263
Si, 0, 5.469, 31.2468, -0.0679, 0.0837, 0.0039
Si, 5.469, 5.469, 31.2468, 0.0651, -0.0195, 0.0013
Si, 2.7345, 8.2035, 31.2468, -0.091, 0.0642, 0.0167
Si, 8.2035, 8.2035, 31.2468, 0.0696, 0.0319, -0.0089
Si, 1.3673, 1.3673, 32.6141, -0.0065, 0.0326, -0.0026
Si, 6.8362, 1.3673, 32.6141, 0.029, -0.0844, -0.0071
Si, 4.1018, 4.1018, 32.6141, 0.0019, 0.0018, -0.0191
Si, 9.5708, 4.1018, 32.6141, 0.0625, -0.0216, -0.0341
Si, 1.3673, 6.8362, 32.6141, 0.0576, -0.079, -0.0142
Si, 6.8362, 6.8362, 32.6141, -0.0207, 0.0205, -0.0074
Si, 4.1018, 9.5708, 32.6141, 0.0393, -0.0528, -0.0378
Si, 9.5708, 9.5708, 32.6141, -0.0318, -0.0142, -0.0127
Si, 2.7345, 0, 0.6835, -0.0139, 0.0027, 0.0064
Si, 8.2035, 0, 0.6835, 0.0121, 0.0723, 0.0487
Si, 0, 2.7345, 0.6835, -0.0937, 0.0205, 0.0111
Si, 5.469, 2.7345, 0.6835, 0.0194, 0.0094, 0.0135
Si, 2.7345, 5.469, 0.6835, -0.0317, 0.0236, 0.0395
Si, 8.2035, 5.469, 0.6835, 0.001, -0.0172, 0.0078
Si, 0, 8.2035, 0.6835, -0.0009, -0.0001, 0.0091
Si, 5.469, 8.2035, 0.6835, -0.029, 0.0776, 0.0044
Si, 4.1018, 1.3673, 2.0507, -0.0196, -0.0264, 0.0372
Si, 9.5708, 1.3673, 2.0507, 0.0886, -0.0148, -0.0144
Si, 1.3673, 4.1018, 2.0507, -0.0462, -0.1169, -0.0167
Si, 6.8362, 4.1018, 2.0507, 0.0083, 0.0123, 0.0364
Si, 4.1018, 6.8362, 2.0507, 0.0844, -0.0241, -0.0171
Si, 9.5708, 6.8362, 2.0507, -0.0208, 0.0094, 0.0288
Si, 1.3673, 9.5708, 2.0507, -0.0017, 0.0251, 0.0377
Si, 6.8362, 9.5708, 2.0507, -0.0632, -0.1607, -0.0269
Si, 0, 0, 3.418, 0.0667, 0.3491, -0.3531
Si, 5.469, 0, 3.418, -0.2208, -0.1662, 0.1404
Si, 2.7345, 2.7345, 3.418, -0.2808, -0.0244, -0.0094
Si, 8.2035, 2.7345, 3.418, 0.0556, 0.078, 0.1341
Si, 0, 5.469, 3.418, 0.0296, -0.0735, 0.1641
Si, 5.469, 5.469, 3.418, -0.0547, 0.2346, -0.2039
Si, 2.7345, 8.2035, 3.418, 0.0786, 0.0371, 0.237
Si, 8.2035, 8.2035, 3.418, -0.3638, -0.1588, -0.3469
Si, 1.3403, 1.3681, 4.8114, -0.0023, 0.0004, -0.0006
Si, 6.7958, 1.3873, 4.769, 0.0006, -0.0009, 0.0001
Si, 4.0432, 4.1652, 4.7453, -0.0016, -0.0001, -0.0005
Si, 9.5635, 4.1121, 4.8182, 0.0009, -0.001, 0.0004
Si, 1.3615, 6.842, 4.8002, -0.0005, -0.0002, 0.0003
Si, 6.8125, 6.8413, 4.7948, -0.0002, 0.002, 0.0003
Si, 4.0788, 9.5742, 4.8491, 0.0003, -0.0003, 0.0004
Si, 9.5107, 9.624, 4.6862, -0.0017, 0.0017, 0.002
Si, 2.6321, -0.054, 6.2361, 0.0021, 0.0001, -0.0022
Si, 8.1564, -0.0031, 6.0942, 0.0023, -0.0011, 0.0002
Si, -0.0267, 2.7478, 6.2203, -0.0001, 0.0001, 0
Si, 5.3437, 2.7296, 6.0502, 0.0011, -0.0008, -0.0019
Si, 2.7303, 5.5026, 6.2281, 0.0004, 0.0001, 0.0008
Si, 8.1321, 5.4277, 6.1772, 0.0001, -0.0008, -0.0032
Si, -0.1258, 8.2257, 5.9968, 0.0011, 0.0005, -0.0021
Si, 5.4561, 8.1951, 6.2318, 0, -0.0009, 0
Si, 3.7832, 1.6236, 7.421, -0.0007, 0.0006, 0.0031
Si, 9.6911, 1.1214, 7.4509, -0.0004, -0.0003, -0.0047
Si, 1.5972, 3.8944, 7.5343, -0.0009, 0.0008, -0.0017
Si, 6.5165, 4.204, 7.423, -0.0006, 0.0004, 0.0049
Si, 4.3887, 6.5582, 7.5908, -0.0023, 0.0011, -0.0019
Si, 9.2657, 7.1213, 7.3579, 0.001, 0.0026, 0.0032
Si, 0.8979, 9.7391, 7.4391, -0.0039, 0.0004, 0.0021
Si, 7.0767, 9.3788, 7.4941, 0.0005, 0.0023, -0.0037
O, 9.6001, 6.8098, 25.2419, 0.0001, 0.0014, -0.0032
O, 4.1383, 1.3558, 25.2367, -0.0021, 0, 0.0019
O, 8.1912, 8.2381, 7.9664, 0.0006, -0.0021, 0.0011
O, 2.7063, 2.7505, 7.9983, 0.0021, 0.0001, 0
O, 6.893, 4.1285, 25.3689, -0.0009, -0.0001, -0.003
O, 1.4879, 9.4807, 25.2972, -0.0012, 0.0021, 0.0025
O, 5.4872, 5.3798, 7.9332, 0.0007, -0.0009, -0.0016
O, -0.1162, 0.0147, 7.9058, 0.0002, -0.0016, 0.0021
O, 6.9649, 3.3803, 8.7846, 0, 0.0005, -0.0008
O, 6.5477, 10.1414, 8.8688, -0.0003, 0.0001, 0.0011
O, 10.1441, 6.5547, 8.6246, -0.0001, -0.0004, 0
O, 1.1225, 8.8485, 8.8067, 0.0003, 0.0003, 0
O, 4.605, 1.0523, 8.7162, -0.0003, 0.0009, -0.0007
O, 1.0362, 4.6185, 8.9241, -0.0006, 0.0002, 0.001
O, 8.9241, 1.5545, 8.8515, -0.0006, 0.0011, 0.0018
O, 3.9581, 7.0357, 9.1073, 0.0009, -0.0003, 0.0011
O, 8.0396, 8.8409, 24.4447, -0.0001, 0.0002, 0.002
O, 8.7083, 2.2936, 24.807, 0.0012, -0.0011, 0.0003
O, 5.4999, 6.2668, 24.5167, -0.0009, 0.0004, -0.0001
O, 2.0021, 2.8114, 24.4643, 0.0016, -0.0005, 0.0029
O, 10.7542, 0.4434, 24.6759, 0.0008, -0.0006, 0.003
O, 0.1927, 4.7689, 24.3976, 0.0012, -0.0017, -0.0021
O, 7.2544, 11.8815, 20.686, 0.0001, 0.0013, -0.0013
O, 6.2268, 10.7809, 24.4535, -0.0015, 0.0008, -0.0014
Si, 9.6714, 1.3624, 23.916, -0.0023, 0.0023, 0.0006
Si, 4.6053, 6.4365, 20.5653, 0.0001, 0.0009, 0.0011
Si, 1.0533, 8.8943, 10.4342, 0.0002, 0.0005, -0.001
Si, 17.2738, 5.2425, 15.8467, -0.0011, -0.0001, -0.0004
Si, 7.3158, 2.1496, 19.5808, -0.0001, -0.0006, 0.0009
Si, 19.3052, 14.3086, 12.6059, -0.0003, 0.0004, -0.0004
Si, 11.0215, 4.969, 16.819, 0.0005, -0.0057, 0.0008
Si, 9.2336, -0.6152, 16.4534, -0.0016, -0.0021, 0.0007
Si, 15.4238, 10.4979, 19.0204, 0.0008, 0.0008, 0.0022
Si, 12.6822, 3.0169, 18.2976, -0.0001, -0.0006, 0.0017
Si, 8.3554, 2.9341, 9.5063, 0.0007, -0.0003, 0.0005
Si, 2.9772, 7.9643, 18.4465, 0.0021, -0.0004, -0.0004
Si, 11.5479, 1.104, 16.2714, -0.0011, -0.0004, 0.0006
Si, 0.4343, 13.6448, 13.5271, 0.0003, 0, -0.0019
Si, 4.2784, 2.4828, 20.0239, -0.0008, -0.0007, 0.0009
Si, 6.1245, 2.4489, 14.4328, -0.0007, 0.0005, -0.0006
As, 7.3829, 5.71, 18.9196, 0.0005, 0, 0.0005
Si, 5.2164, 10.7701, 9.585, 0.0002, -0.0008, -0.0005
Si, 15.166, 6.5713, 23.5427, -0.0003, -0.0001, 0.0001
Si, 17.9282, 10.2554, 20.6718, -0.0002, 0, 0.0008
Si, 3.0758, 4.3269, 21.9448, 0.0007, 0.0002, 0
Si, 11.4628, 9.5809, 14.8222, -0.0029, -0.0004, 0.0035
Si, 6.5624, 11.5968, 16.9784, 0.0008, -0.0002, -0.0012
Si, 5.2717, 8.2759, 13.1014, 0.0004, 0.0006, -0.0013
Si, 10.5336, 5.2053, 9.4345, -0.0003, -0.0002, 0.0001
Si, 3.7206, 6.9697, 15.4722, -0.0024, 0.0015, 0.0018
Si, 7.4853, 10.1406, 23.6206, 0, 0.0011, -0.0006
Si, -2.1911, 8.4747, 18.8327, -0.0004, 0.001, 0.0007
Si, -0.3867, 6.7972, 12.0587, 0.0003, 0.0008, -0.0013
Si, 1.6173, 10.9914, 12.319, -0.0003, 0.0004, -0.0013
Si, 11.0329, 6.6972, 19.04, 0.0004, 0.0031, 0.0071
Si, 3.8428, 8.1098, 10.3194, -0.0011, -0.0003, -0.001
Si, 0.8124, 3.4981, 23.5603, -0.0018, 0.0012, -0.0015
Si, 10.0666, 3.7732, 19.1454, -0.0007, -0.0003, 0.0026
Si, 4.8508, 11.2584, 12.5474, -0.0013, -0.0006, -0.0012
Si, 7.8166, 6.285, 13.4952, -0.001, 0.0006, -0.0017
Si, 1.3349, 5.3941, 14.1384, 0.0017, 0.0007, -0.0028
O, 9.9468, 7.7322, 19.658, 0.0014, -0.0011, -0.0014
O, 5.1074, 1.7074, 13.3809, -0.0002, 0.0005, 0.001
O, 11.4001, 2.8271, 19.3357, 0.0002, 0.0003, -0.0011
O, 7.3869, 12.4724, 18.0812, -0.0007, 0.0006, 0.0001
O, 4.1167, 7.9735, 14.2339, -0.0005, -0.0001, 0.0008
O, 4.0281, 0.8871, 19.8485, 0.0004, 0.0003, -0.0027
O, 2.3475, 8.0449, 10.9441, 0.0001, 0.0006, 0.0002
O, -1.0885, 4.0221, 17.505, 0.0011, 0.0012, -0.002
O, 7.7311, 4.8892, 12.6177, -0.0001, -0.0001, 0.0009
O, 9.4583, -1.8331, 17.511, -0.0009, 0.0006, 0.0011
O, 5.7828, 14.9051, 14.9515, 0, 0.0001, 0.0002
O, 5.5068, 9.9032, 13.2177, -0.0007, 0.0005, 0.0004
O, 10.7215, 8.163, 11.1666, -0.0002, 0.0006, 0.0002
O, 17.6185, 4.9363, 17.4248, 0.0001, 0.0005, -0.0001
O, 1.3258, 10.6734, 15.7513, 0.0007, 0.0009, 0.0005
O, 6.0396, 12.5158, 15.7823, 0.0014, -0.0023, 0.0027
O, 1.5889, 7.368, 19.1252, -0.0031, -0.0003, -0.0013
O, 19.6174, 3.1036, 19.7688, 0, 0, -0.0009
O, 7.5251, 18.3915, 18.4074, -0.0009, -0.0004, -0.0007
O, 12.6241, 1.7263, 17.3129, 0.0002, 0.0014, 0.0002
O, 3.234, 11.0806, 12.4327, 0.0017, 0.0007, 0.0009
O, 3.2196, 7.6198, 24.3148, -0.0007, 0.0003, -0.0001
O, 19.1517, 9.6557, 19.794, -0.0007, 0.0009, 0
O, 9.4276, 4.0796, 9.1116, -0.0004, 0.0006, 0.0003
O, 11.974, 9.8304, 13.3129, 0.0027, 0.0047, -0.0112
O, 3.886, 2.9509, 21.551, -0.0007, 0.0007, -0.0007
O, 4.6826, 7.1475, 22.0656, -0.0001, -0.0001, -0.0002
O, 1.1621, 10.4745, 10.8418, -0.0008, -0.0009, 0
O, 5.1213, 6.2994, 15.9103, -0.0014, 0.001, -0.0006
O, 18.5704, 10.5482, 16.343, -0.0016, 0.003, 0.0015
O, -2.7853, 2.7621, 11.1058, 0, 0, -0.0007
O, 6.6396, 7.399, 13.2872, -0.0001, -0.0001, 0.0008
O, 5.8515, 2.9073, 19.7313, 0.0002, 0.0003, -0.001
O, 11.0371, 5.1438, 15.2198, -0.0013, 0.001, 0.0017
O, 16.1913, 10.8726, 17.6217, 0.0001, 0.0002, 0.0004
O, 10.0964, 11.6403, 16.9465, 0.0014, 0.0024, -0.0004
O, 0.3018, 2.1522, 15.0595, 0, -0.0003, 0.0014
O, 3.5645, 5.0804, 23.3175, 0, 0, 0.0005
O, 14.0549, -3.2887, 16.8482, 0.0022, 0, 0.0004
O, 11.7813, 8.06, 15.2668, 0.0056, -0.0026, 0.0325
O, 5.5373, 11.3768, 11.0623, -0.0001, -0.0003, -0.0001
O, 4.0967, -1.3488, 9.6744, -0.0002, 0.001, 0.0006
O, 8.6534, 11.2309, 23.2188, 0.0006, 0.0007, 0.0008
O, 4.8373, 7.8497, 11.5773, -0.0007, 0.0001, 0.0003
O, 10.5931, 2.4299, 23.07, 0.0001, -0.0005, 0.0011
O, 3.3785, 5.3504, 20.7089, -0.0003, 0, -0.0002
O, 7.6751, 5.8491, 15.0833, 0.0004, 0.0005, 0
O, -0.4676, 5.5325, 11.0201, 0.0003, -0.0004, -0.0006
O, 9.8462, 9.8806, 14.9984, -0.0047, 0.0001, -0.0004
O, 0.9376, 12.4414, 12.5623, -0.0003, 0, 0.0006
O, 6.9479, 9.6424, 22.1716, -0.0003, -0.0005, -0.0005
O, 1.541, 3.9111, 13.4666, -0.0003, 0.0016, 0.0016
O, 4.2097, 7.3428, 19.2939, -0.0007, -0.0001, -0.0002
O, 2.6964, 5.8388, 14.8944, -0.0008, 0.0001, -0.0006
O, 9.9447, 14.2321, 13.0023, -0.0016, 0.0005, 0.0004
O, 3.1702, 9.5826, 18.6968, 0.0004, 0.0015, -0.001
O, 9.2339, 6.9536, 13.0243, 0.0004, 0, 0.0004
O, 16.9996, 5.807, 20.1639, -0.0011, 0.0006, -0.0001
O, 0.8932, 6.4674, 13.008, -0.0003, -0.0007, 0.0012
O, 10.7986, 6.4888, 17.4149, -0.0023, 0.0008, -0.0033
O, 16.5224, 9.7845, 19.9942, -0.001, 0.0017, -0.0017
O, 1.4915, 4.0188, 22.1637, 0.0005, -0.0003, 0.001
O, 10.6046, 5.2468, 19.7375, 0.0006, 0.0016, -0.0019
O, 23.3858, 4.3837, 17.4042, -0.0006, 0.0007, -0.0007
O, 14.1523, 3.1597, 18.9678, 0.0001, -0.0002, -0.0003
O, 7.5901, 2.454, 13.7126, 0.0005, 0.0007, -0.0001
H, 11.3282, 7.7221, 16.0684, 0.0004, 0.0005, -0.0249

Results
free energy: -139968.984 eV
free energy less fixed offsets of As -4856.12, H -15.97, O -568.88, Si -635.61 eV per atom: 2.826 eV

The program warned: the cutoff lies below the one the program advises for these potential files; the forces do not sum to zero within the program's tolerance; the exchange-correlation potential is rough where the density is thin.
